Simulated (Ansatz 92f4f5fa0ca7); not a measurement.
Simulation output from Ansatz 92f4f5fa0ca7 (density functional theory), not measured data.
Periodic cell of 221 atoms, Si131O88B1H1, from a study of silicon, its oxide and their interface. The atomic structure is a simulated model.
Doubt: the cutoff is far below the 930 eV that the study's wrapper takes by default for these files, so forces and energies are approximate.

Settings
functional: PBE
potential files: Ansatz PAW
basis: plane waves
wave-function cutoff: 580 eV
density cutoff ratio: 5
exchange-correlation grid ratio: 1
k mesh: 1 x 1 x 1, Gamma-centred
self-consistency stop: 5e-08 eV per atom in the density residual
occupations: fixed
spin: none
net charge: 0

Cell vectors (angstrom)
a, 10.938, 0, 0
b, 0, 10.938, 0
c, 0, 0, 32.3377

Atoms and the computed forces on them: element, x, y, z (angstrom), force x, y, z (eV/angstrom)
Si, -0.1305, 0.1851, 24.7506, 0.0235, -0.0957, -0.0979
Si, 5.6769, -0.2933, 24.7225, 0.0846, -0.0428, -0.2806
Si, 2.4118, 3.0044, 24.9219, 0.0155, 0.0553, -0.2725
Si, 8.5527, 2.4181, 24.5894, -0.0013, 0.0503, -0.2995
Si, 0.1941, 5.1939, 24.9669, 0.0928, -0.088, -0.4291
Si, 5.282, 5.8137, 24.9009, -0.0161, 0.0808, -0.2631
Si, 2.9586, 7.9304, 24.8792, 0.0531, -0.1669, -0.4151
Si, 7.8722, 8.4405, 24.9977, 0.0618, -0.0983, -0.2501
Si, 1.3254, 1.3696, 26.2033, -0.0429, 0.0518, -0.1249
Si, 6.8508, 1.3714, 25.9877, 0.0213, -0.0283, -0.1265
Si, 4.1207, 4.1187, 26.1397, -0.041, 0.0812, -0.2059
Si, 9.5255, 4.0029, 26.1536, -0.0204, -0.0255, -0.0878
Si, 1.3747, 6.8029, 26.2301, 0.0234, 0.0168, -0.1599
Si, 6.7602, 6.8992, 26.3553, 0.0792, -0.0048, -0.2173
Si, 4.0897, 9.5816, 26.1408, 0.0235, -0.0627, -0.0911
Si, 9.5939, 9.5937, 26.1551, -0.0701, 0.0275, -0.2719
Si, 2.7308, 0.0077, 27.5194, -0.0022, 0, 0.1112
Si, 8.1861, 0.0368, 27.508, 0.0986, -0.0556, -0.0549
Si, -0.0283, 2.7225, 27.5754, -0.0085, -0.0129, 0.1066
Si, 5.4975, 2.7245, 27.474, 0.0056, -0.0513, -0.0079
Si, 2.7638, 5.4459, 27.5725, -0.0093, 0.0354, 0.0386
Si, 8.1941, 5.4466, 27.5338, 0.0811, 0.0195, 0.0696
Si, -0.0037, 8.2081, 27.5375, 0.0036, 0.0082, 0.0358
Si, 5.401, 8.2681, 27.618, -0.0616, -0.0043, 0.1515
Si, 4.1018, 1.3673, 28.9195, 0.1877, 0.0277, -0.4227
Si, 9.5708, 1.3673, 28.9195, -0.2535, -0.0849, 0.1407
Si, 1.3673, 4.1018, 28.9195, -0.0391, -0.0723, 0.0518
Si, 6.8362, 4.1018, 28.9195, -0.0446, -0.1924, -0.2158
Si, 4.1018, 6.8362, 28.9195, -0.2188, 0.0513, 0.387
Si, 9.5708, 6.8362, 28.9195, 0.0048, -0.1374, -0.2132
Si, 1.3673, 9.5708, 28.9195, 0.0442, 0.0194, -0.1703
Si, 6.8362, 9.5708, 28.9195, 0.0606, 0.3796, 0.0424
Si, 0, 0, 30.2867, -0.0624, -0.0151, -0.0362
Si, 5.469, 0, 30.2867, 0.1021, 0.0202, 0.0138
Si, 2.7345, 2.7345, 30.2867, -0.0393, 0.0375, -0.0356
Si, 8.2035, 2.7345, 30.2867, 0.0191, -0.0714, -0.0024
Si, 0, 5.469, 30.2867, 0.0482, 0.0206, -0.0001
Si, 5.469, 5.469, 30.2867, -0.0326, 0.0418, -0.0425
Si, 2.7345, 8.2035, 30.2867, -0.009, -0.1237, 0.0246
Si, 8.2035, 8.2035, 30.2867, -0.0262, 0.0057, -0.0578
Si, 1.3673, 1.3673, 31.654, 0.0127, -0.0309, -0.0111
Si, 6.8362, 1.3673, 31.654, -0.0375, 0.0671, -0.0176
Si, 4.1018, 4.1018, 31.654, 0.0226, -0.0001, -0.0086
Si, 9.5708, 4.1018, 31.654, -0.0452, -0.0079, -0.0364
Si, 1.3673, 6.8362, 31.654, -0.0357, 0.0654, -0.0056
Si, 6.8362, 6.8362, 31.654, 0.0181, -0.0146, -0.0141
Si, 4.1018, 9.5708, 31.654, -0.0091, 0.0195, -0.0406
Si, 9.5708, 9.5708, 31.654, 0.0442, -0.0317, -0.0093
Si, 2.7345, 0, 0.6835, 0.0391, -0.0477, 0.0269
Si, 8.2035, 0, 0.6835, -0.0242, 0.0157, -0.0002
Si, 0, 2.7345, 0.6835, -0.0026, 0.0372, 0.0164
Si, 5.469, 2.7345, 0.6835, 0.0386, -0.0654, 0.0188
Si, 2.7345, 5.469, 0.6835, -0.0116, 0.0242, 0.0168
Si, 8.2035, 5.469, 0.6835, 0.046, 0.0089, 0.0271
Si, 0, 8.2035, 0.6835, -0.003, -0.052, 0.0326
Si, 5.469, 8.2035, 0.6835, -0.0329, 0.0062, 0.014
Si, 4.1018, 1.3673, 2.0507, 0.0198, 0.1206, -0.0116
Si, 9.5708, 1.3673, 2.0507, -0.0159, -0.0629, 0.0394
Si, 1.3673, 4.1018, 2.0507, -0.0125, -0.0459, 0.0497
Si, 6.8362, 4.1018, 2.0507, -0.0155, 0.0419, 0.0113
Si, 4.1018, 6.8362, 2.0507, 0.0548, -0.0169, 0.037
Si, 9.5708, 6.8362, 2.0507, -0.062, 0.0543, 0.007
Si, 1.3673, 9.5708, 2.0507, -0.0181, 0.0463, -0.0102
Si, 6.8362, 9.5708, 2.0507, 0.0577, -0.0082, 0.0577
Si, 0, 0, 3.418, 0.2101, 0.0009, -0.0776
Si, 5.469, 0, 3.418, -0.0319, 0.1428, 0.2184
Si, 2.7345, 2.7345, 3.418, 0.2347, -0.1107, -0.0421
Si, 8.2035, 2.7345, 3.418, 0.0324, 0.1099, 0.1183
Si, 0, 5.469, 3.418, -0.0267, -0.0102, 0.2755
Si, 5.469, 5.469, 3.418, -0.1219, 0.0062, 0.0297
Si, 2.7345, 8.2035, 3.418, -0.0874, -0.0155, 0.3145
Si, 8.2035, 8.2035, 3.418, 0.1531, -0.1682, -0.1017
Si, 1.4112, 1.3448, 4.7852, 0.0654, -0.0443, -0.0845
Si, 6.8329, 1.3982, 4.8052, -0.0844, 0.0203, -0.0237
Si, 4.0873, 4.1101, 4.8037, -0.0122, -0.0012, -0.0668
Si, 9.5889, 4.0813, 4.8185, -0.0334, 0.0051, -0.0031
Si, 1.3759, 6.812, 4.835, 0.0524, 0.0225, -0.0859
Si, 6.845, 6.8271, 4.776, 0.0225, 0.0764, -0.1436
Si, 4.088, 9.5936, 4.8108, -0.0432, -0.0198, -0.0971
Si, 9.6266, 9.5295, 4.7649, 0.0141, -0.1472, -0.1806
Si, 2.7257, -0.0286, 6.25, -0.0817, 0.0652, 0.168
Si, 8.3121, 0.0369, 6.0336, 0.0231, -0.0012, 0.1508
Si, 0.1241, 2.7609, 6.148, 0.0099, -0.0308, 0.0996
Si, 5.4467, 2.7672, 6.2109, -0.0359, 0.0856, 0.081
Si, 2.7307, 5.4626, 6.241, 0.0945, -0.0326, 0.1313
Si, 8.1859, 5.4464, 6.1697, -0.0465, -0.07, 0.141
Si, 0.0298, 8.1662, 6.2228, -0.1383, -0.0085, 0.0983
Si, 5.4923, 8.246, 6.1109, 0.1309, 0.0124, 0.1184
Si, 3.8067, 1.6733, 7.5224, 0.144, -0.0206, 0.4132
Si, 10.0075, 1.0473, 7.3243, -0.0657, 0.0787, 0.2575
Si, 1.5783, 3.9019, 7.6818, -0.0335, 0.0601, 0.2534
Si, 6.5595, 4.3961, 7.5628, 0.0367, -0.0181, 0.2583
Si, 4.3764, 6.6646, 7.4498, 0.0167, -0.0524, 0.3197
Si, 9.2629, 7.0778, 7.4769, -0.111, 0.0551, 0.3881
Si, 1.1864, 9.6641, 7.6468, -0.0105, 0.1232, 0.2931
Si, 7.1444, 9.439, 7.3212, -0.2037, 0.0586, 0.6258
O, 1.3416, 4.1511, 24.3414, -0.0843, -0.0031, 0.5945
O, 6.8394, 9.5358, 24.2954, -0.0441, 0.0543, 0.5098
O, 2.7061, 2.7723, 8.1436, 0.0924, -0.1496, -0.4498
O, 8.1406, 8.2349, 7.7937, 0.1522, -0.0505, -0.3283
O, 5.468, 5.5568, 8.0443, -0.0058, -0.012, -0.4666
O, 0.0618, -0.1022, 8.0445, -0.0358, 0.038, -0.4607
O, 4.1067, 6.8521, 24.3237, -0.0257, 0.097, 0.5363
O, 9.6748, 1.2558, 24.1984, -0.0869, 0.1377, 0.294
O, 1.7004, 8.9586, 9.0894, -0.0902, 0.1208, -0.3773
O, 0.8966, 4.4481, 9.1102, 0.109, -0.1217, -0.4939
O, 9.3597, 1.889, 8.5859, 0.0613, -0.0055, -0.1772
O, 6.6835, 10.0825, 8.7813, -0.1322, -0.1516, -0.5132
O, 4.5508, 1.1074, 8.877, -0.072, 0.1139, -0.3419
O, 3.7667, 7.3438, 8.8107, -0.0392, 0.0088, -0.1391
O, 7.1522, 3.8205, 8.9904, -0.1133, 0.0516, -0.3886
O, 9.5642, 6.6037, 9.0226, 0.0209, 0.0699, -0.4315
O, 2.9264, 2.258, 23.5326, -0.0815, -0.0141, 0.3083
O, 5.0376, 0.1402, 23.2617, 0.1207, -0.022, 0.393
O, 8.1662, 2.9981, 23.074, 0.0851, -0.1259, 0.5223
O, 10.324, 5.7209, 23.6308, 0.0197, 0.0421, 0.1449
O, 8.3192, 7.5166, 23.7205, 0.0239, 0.003, 0.0964
O, 2.311, 8.5021, 23.47, 0.0015, 0.0234, 0.1827
O, 6.1919, 5.4322, 23.5518, -0.0332, 0.1143, 0.3179
O, 0.6374, 10.5597, 23.381, -0.0625, 0.0489, 0.2102
Si, 3.0891, 8.4213, 9.8207, 0.0796, -0.1039, -0.0144
Si, 7.5184, 3.8997, 10.5746, -0.0165, 0.0194, 0.2159
Si, -1.1653, 3.8566, 15.9262, -0.0157, 0.0837, -0.0526
Si, 3.395, 2.9472, 22.1385, -0.0479, 0.1835, -0.2775
Si, 7.0357, 0.6563, 19.7686, -0.0273, 0.0227, 0.0002
Si, 12.3175, -5.7586, 17.4813, 0.0554, 0.0302, 0.1182
Si, 2.681, 9.4552, 20.2453, 0.2527, -0.1444, -0.1581
Si, 9.2797, 6.3032, 14.8431, 0.0961, 0.1133, -0.039
Si, 2.6513, 11.1224, 17.6642, 0.0174, -0.0161, 0.1056
Si, -2.0996, 9.8849, 17.8146, -0.0272, 0.0435, 0.077
Si, 4.7433, 0.3624, 21.6826, 0.0251, -0.0587, -0.2653
Si, 9.2699, 12.3625, 10.1387, -0.0558, -0.2209, 0.3548
Si, 4.6048, 11.1951, 10.2538, 0.2119, 0.0169, 0.2985
Si, 3.3741, 1.6665, 12.8092, -0.0087, 0.169, 0.0249
Si, 9.0317, 8.4942, 12.9112, 0.1428, 0.0206, -0.1012
Si, 1.0183, 9.1195, 22.6878, 0.0998, -0.0066, -0.0229
Si, -0.1294, 0.8793, 16.4369, 0.0192, -0.1603, -0.0413
Si, -1.1584, 0.2339, 13.8803, 0.025, 0.0319, -0.1589
Si, 0.3258, 12.983, 12.0872, -0.0165, -0.0464, -0.0175
Si, 5.5988, 5.0471, 22.0826, -0.2079, 0.022, -0.2846
Si, 6.8919, 4.857, 15.3843, -0.1272, -0.0194, -0.1442
Si, 5.2652, 4.208, 12.7656, -0.1339, 0.0042, -0.0536
Si, 4.5773, 11.2411, 15.4346, -0.0255, 0.0852, -0.0777
Si, 4.1061, 6.6583, 20.0624, -0.0745, 0.0227, 0.0856
Si, 4.391, 5.0766, 17.3631, -0.0199, 0.0267, 0.1333
Si, -0.7879, 7.0568, 17.8508, -0.0284, -0.1261, 0.021
Si, 4.9432, 12.9578, 17.841, 0.0212, -0.0023, 0.044
Si, 3.1078, 6.2903, 12.1336, 0.0146, -0.1588, 0.1698
Si, 7.9175, 3.1306, 21.4646, 0.0918, -0.029, -0.354
Si, 9.6034, 6.9866, 22.9078, -0.1181, -0.1325, -0.0824
Si, 9.6813, 5.4357, 20.4185, 0.1292, -0.13, -0.0669
Si, 11.8378, 4.806, 10.7171, 0.1007, -0.0576, 0.3155
Si, -3.5307, 9.9442, 14.9815, 0.0858, 0.1207, -0.091
Si, 1.74, 4.6807, 20.3786, -0.0164, 0.0715, 0.029
B, 7.1206, 10.7076, 9.9183, 0.1792, 0.0463, 0.0265
Si, 9.3694, 6.4752, 10.6281, -0.0386, 0.0314, 0.1274
O, 8.2957, 5.2866, 10.9479, -0.0308, 0.0297, -0.0381
O, 9.877, -1.0359, 12.8344, -0.0945, -0.0553, 0.0872
O, 19.3967, 13.5471, 10.921, 0.0299, 0.0219, -0.0519
O, 2.799, 5.8789, 20.6204, 0.0026, -0.0175, 0.0127
O, -2.83, 4.0231, 16.2087, 0.0466, -0.069, -0.0186
O, -4.7369, 15.0302, 14.1078, 0.1151, 0.0003, 0.0853
O, 0.3123, 5.2927, 20.8057, -0.0597, 0.0582, 0.0445
O, 3.7674, 11.9473, 11.3982, 0.0262, -0.073, -0.1635
O, -1.0883, 7.3622, 13.7663, -0.03, -0.0113, 0.0041
O, -0.0625, 6.0662, 11.1047, -0.0231, 0.0532, -0.0672
O, 1.7278, 4.2972, 18.8052, -0.0173, -0.0614, -0.0922
O, 7.8871, 1.6675, 20.7323, -0.0028, 0.0385, 0.1001
O, 3.8573, 0.7525, 14.0565, 0.0214, -0.0695, 0.0781
O, 2.2321, 10.0028, 18.77, -0.0217, 0.0375, -0.0298
O, 1.3231, 9.1091, 21.0777, -0.1549, 0.0153, 0.2472
O, 10.7784, 1.2026, 10.7587, -0.0778, 0.0363, -0.0834
O, 9.8445, 0.1908, 17.5388, 0.0181, 0.0182, 0.0281
O, 9.7251, 8.577, 18.2736, 0.0077, 0.0386, -0.0298
O, 4.4374, 1.9404, 21.4057, 0.0173, 0.011, 0.036
O, 3.0042, 18.6299, 11.283, -0.0476, 0.1525, -0.1904
O, 6.5453, 3.9932, 21.2879, 0.0002, 0.0238, 0.0591
O, 9.0468, 3.9571, 20.6242, -0.0442, -0.0342, 0.1242
O, 3.7391, 8.2333, 20.0275, -0.0862, 0.1023, 0.0108
O, 0.8416, 6.7121, 17.8417, 0.0125, 0.0254, -0.0617
O, 3.41, -0.4081, 21.2065, -0.0497, 0.0387, 0.1448
O, 1.3567, 11.9394, 17.0862, -0.0131, 0.0347, -0.0229
O, 1.7462, 12.6302, 12.7886, -0.0135, -0.0182, -0.0215
O, 0.3421, 3.5948, 11.6474, -0.0203, 0.116, -0.1145
O, 9.9442, 4.8086, 14.5835, -0.0319, -0.0407, 0.0631
O, 2.4182, 16.0891, 11.1749, 0.0105, 0.0098, -0.0755
O, -14.2282, 6.1706, 14.7672, -0.0435, -0.0053, 0.0126
O, 6.1612, 11.1336, 10.8002, -0.1421, 0.0481, -0.0787
O, -2.6738, 11.268, 14.507, -0.0465, -0.06, 0.0168
O, 10.8609, 10.8932, 15.0843, 0.0152, 0.0049, 0.0824
O, 5.6222, 5.323, 16.3183, 0.0445, 0.0322, -0.0072
O, 4.4919, 6.1894, 18.5497, 0.0526, -0.0584, -0.1328
O, 13.7915, 5.2169, 16.6832, -0.0465, 0.0051, -0.0346
O, 9.0471, 6.5224, 21.4469, -0.0088, 0.1609, 0.2652
O, 3.4881, 10.4754, 16.4026, 0.0141, -0.0311, -0.0202
O, -0.2853, 8.201, 22.8697, -0.0403, 0.0177, -0.0466
O, 5.3355, 6.3368, 21.0957, 0.0564, -0.1583, 0.1753
O, 5.8208, -0.6831, 15.0787, -0.0526, -0.0687, 0.027
O, 2.1107, 3.3292, 21.2023, 0.126, -0.1027, 0.1248
O, -3.2747, 8.835, 13.7815, -0.0413, -0.0085, 0.0397
O, 2.304, 6.5739, 13.5277, 0.0024, 0.0377, -0.0003
O, 3.6444, 1.2285, 18.4348, -0.0524, 0.0155, -0.047
O, 4.1858, 4.3238, 22.4584, 0.0006, 0.0363, 0.0176
O, 5.9744, -0.1191, 20.7333, -0.0394, 0.0073, 0.104
O, -1.3276, 6.8274, 16.3446, -0.0224, 0.0072, 0.0178
O, 0.0839, 4.4226, 16.8495, -0.0212, -0.0204, -0.0589
O, -0.8225, 1.6663, 13.1875, -0.0162, -0.0272, 0.0095
O, 4.6123, 5.7017, 12.5064, -0.0259, 0.0373, 0.0065
O, -1.4783, 5.992, 18.8987, -0.0212, 0.0403, 0.0041
O, 4.0222, 14.0936, 12.944, 0.0194, -0.0164, 0.0227
O, 6.2864, 1.5713, 18.6372, 0.0136, 0.0022, 0.0057
O, -2.9797, 9.5078, 16.4742, -0.0488, -0.0586, -0.0089
O, 10.1168, 2.2785, 15.9559, -0.0198, 0.059, 0.0226
O, 8.8529, 7.8413, 11.409, 0.0149, -0.0392, 0.0303
O, 15.5857, 3.604, 18.009, 0.0307, -0.0296, -0.022
O, 4.031, 9.7123, 10.0192, -0.0116, -0.1265, -0.0432
O, 8.4469, 0.0086, 10.1847, 0.0888, 0.0507, -0.0133
O, 6.165, 3.8069, 11.4716, 0.0488, -0.0203, -0.082
O, 7.9059, -0.5266, 19.0547, 0.0084, -0.0284, -0.0604
O, 5.1148, 12.5665, 16.2537, 0.0072, -0.0171, -0.043
H, 2.6469, 6.1806, 14.3467, 0.0087, -0.0076, -0.0966

Results
free energy: -133498.834 eV
free energy less fixed offsets of B -154.04, H -15.97, O -568.88, Si -635.61 eV per atom: -2.474 eV

The program warned: the cutoff lies below the one the program advises for these potential files; the exchange-correlation potential is rough where the density is thin.
